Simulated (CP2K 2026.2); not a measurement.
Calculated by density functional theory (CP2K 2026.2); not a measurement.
Periodic cell of 519 atoms, Si368O151, from a study of silicon, its oxide and their interface. The atomic structure is a simulated model.
Doubt: the forces sum to 2.75 eV/angstrom along one axis rather than to zero, so they err by at least 0.0053 eV/angstrom per atom on average; the grid cutoff is modest.

Settings
functional: PBE
method: Gaussian and plane waves
basis set: DZVP-MOLOPT-SR-GTH
pseudopotentials: GTH-PBE
grid cutoff: 350 Ry, relative cutoff 50 Ry
k points: Gamma only
occupations: fixed
spin: none
net charge: 0

Cell vectors (angstrom)
a	15.3871	0	0
b	0	15.3871	0
c	4.6235	-6.0566	39.2427

Atoms and the computed forces on them: element, x, y, z (angstrom), force x, y, z (eV/angstrom)
Si	16.307	9.279	30.825	-0.098	0.004	0.687
Si	17.183	-3.049	30.438	-0.059	0.017	0.136
Si	15.873	1.598	30.947	-0.117	-0.097	0.653
Si	16.703	4.568	30.38	0.028	0.148	0.246
Si	3.739	8.116	30.015	-0.034	-0.004	0.176
Si	4.533	-1.971	30.945	0.097	0.024	0.747
Si	4.27	5.168	30.401	0.097	-0.001	0.074
Si	7.091	4.008	29.328	0.032	-0.015	0.176
Si	11.262	7.407	29.162	-0.038	0.072	0.076
Si	7.405	-1.754	30.185	-0.012	0.036	0.209
Si	8.305	1.212	30.175	0.065	-0.031	0.157
Si	9.718	5.101	30.66	-0.059	-0.068	-0.02
Si	12.952	9.325	33.125	0.314	-0.101	0.561
Si	11.256	-2.711	30.416	0.066	-0.142	0.063
Si	13.358	1.501	29.215	0.071	0.116	0.093
Si	13.177	5.272	33.202	0.166	0.241	0.62
Si	5.26	8.928	32.687	-0.091	-0.391	0.619
Si	5.217	-2.07	33.21	0.051	-0.068	-0.01
Si	4.937	1.705	33.1	-0.236	-0.104	0.714
Si	5.206	5.437	33.313	-0.095	0.025	0.754
Si	8.343	9.289	33.152	0.091	0.081	0.77
Si	7.659	-2.213	33.161	-0.2	0.015	0.627
Si	8.091	1.587	33.121	0.261	0.018	0.797
Si	8.293	5.469	33.367	0.046	-0.04	0.72
Si	10.668	9.728	30.977	0.129	0.003	0.233
Si	12.74	-2.27	33.191	-0.171	0.017	0.849
Si	12.982	1.701	33.389	0.313	-0.162	0.561
Si	12.083	3.395	31.018	0.089	0.05	0.231
Si	15.46	9.267	33.043	-0.085	-0.001	0.088
Si	15.836	-2.257	33.129	0.232	-0.044	0.797
Si	15.405	1.568	33.232	-0.062	0.014	0.063
Si	15.616	5.44	33.15	-0.245	-0.076	0.652
Si	4.648	-3.999	34.388	0.014	0.39	0.485
Si	4.662	-0.197	34.462	-0.043	0.043	-0.015
Si	4.726	3.526	34.528	-0.017	0	0.006
Si	4.812	7.411	34.443	-0.031	0.011	-0.095
Si	8.404	-4.11	34.395	0.025	-0.03	-0.047
Si	8.391	-0.34	34.421	0.025	-0.009	-0.061
Si	8.548	3.461	34.507	0.016	0.012	-0.057
Si	8.546	7.431	34.573	0.054	0.013	-0.002
Si	12.437	-4.198	34.497	-0.032	0.002	-0.011
Si	12.375	-0.31	34.447	-0.026	0.002	-0.058
Si	12.551	3.562	34.709	-0.04	0.057	-0.012
Si	12.467	7.307	34.292	-0.036	-0.022	-0.097
Si	16.099	-4.231	34.381	0.031	-0.005	-0.056
Si	16.096	-0.322	34.451	0.041	-0.039	-0.037
Si	16.131	3.504	34.423	0.056	0.006	-0.06
Si	16.11	7.396	34.369	0.055	-0.04	-0.096
Si	18.076	-4.142	35.7	0.029	0.018	-0.02
Si	18.074	-0.268	35.745	0.027	-0.037	-0.008
Si	18.105	3.538	35.742	0.007	0.021	0.011
Si	18.138	7.429	35.644	0.011	0.003	0.005
Si	6.539	-4.193	35.832	-0.075	0.039	-0.074
Si	6.55	-0.253	35.885	-0.035	-0.036	0.031
Si	6.637	3.494	35.908	0.023	0.003	0.053
Si	6.631	7.428	35.922	0.015	-0.014	0.049
Si	10.404	-4.143	35.709	0.005	-0.013	0.034
Si	10.39	-0.323	35.723	-0.018	0.019	0.03
Si	10.489	3.518	35.83	-0.015	-0.012	0.045
Si	10.555	7.361	35.742	-0.009	0.052	0.044
Si	14.299	-4.165	35.91	0.009	-0.005	-0.03
Si	14.244	-0.353	35.904	0.035	0.022	-0.028
Si	14.415	3.538	36.049	0.036	-0.011	-0.023
Si	14.277	7.358	35.841	0.021	-0.037	0.001
Si	18.133	9.319	37.083	0.01	0.004	-0.017
Si	18.083	-2.217	37.097	0.002	-0.001	0.005
Si	18.118	1.631	37.146	0.019	0.014	0.001
Si	18.128	5.502	37.07	0.012	0.005	-0.004
Si	6.592	9.333	37.253	0.003	-0.022	0.022
Si	6.547	-2.236	37.165	0.012	0.045	-0.015
Si	6.607	1.612	37.283	0.009	0.019	0.011
Si	6.617	5.46	37.211	-0.008	-0.002	-0.009
Si	10.466	9.31	37.097	-0.019	-0.011	-0.017
Si	10.425	-2.238	37.112	0.002	-0.008	-0.015
Si	10.447	1.576	37.154	0.026	0	-0.015
Si	10.473	5.466	37.157	-0.009	-0.007	0
Si	14.289	9.278	37.209	-0.024	0.026	0.003
Si	14.271	-2.25	37.257	-0.03	-0.032	0.018
Si	14.319	1.561	37.279	0.003	0.02	0.011
Si	14.33	5.5	37.28	-0.027	-0.001	0.051
Si	4.63	9.313	38.526	0.007	0.01	0.007
Si	4.617	-2.234	38.501	-0.018	0.004	-0.003
Si	4.638	1.62	38.548	-0.006	-0.014	0.019
Si	4.647	5.468	38.497	-0.008	-0.013	-0.014
Si	8.563	9.307	38.523	0.012	0.006	0.008
Si	8.506	-2.235	38.497	-0.014	-0.005	0
Si	8.557	1.607	38.57	-0.001	0.003	0.016
Si	8.555	5.474	38.54	0.005	-0.008	0.009
Si	12.348	9.318	38.53	-0.003	-0.013	0.004
Si	12.316	-2.243	38.542	0	-0.002	0.022
Si	12.351	1.589	38.557	-0.001	0.003	0.018
Si	12.365	5.458	38.563	0.01	-0.008	0.01
Si	16.242	9.299	38.515	0.012	-0.014	0.004
Si	16.222	-2.228	38.551	0.018	0.014	0.016
Si	16.25	1.594	38.587	-0.005	0.012	0.002
Si	16.278	5.504	38.556	-0.019	-0.003	0.013
Si	15.421	1.902	11.609	-0.009	-0.02	0.013
Si	15.456	5.711	11.544	-0.017	0.021	-0.004
Si	15.437	9.616	11.516	-0.017	-0.002	-0.004
Si	15.42	13.437	11.594	0.007	0.008	0.001
Si	3.877	1.904	11.602	0.008	-0.008	0.015
Si	3.864	5.713	11.549	0.005	0.028	-0.008
Si	3.891	9.612	11.514	0.023	-0.002	-0.006
Si	3.884	13.439	11.597	-0.002	0.019	0.006
Si	7.723	1.914	11.568	-0.004	-0.019	-0.002
Si	7.722	5.71	11.519	0.003	0.01	-0.015
Si	7.743	9.608	11.47	-0.004	-0.011	-0.012
Si	7.738	13.444	11.572	0.005	0.008	-0.002
Si	11.624	1.928	11.563	0.009	-0.022	0.004
Si	11.619	5.729	11.517	-0.006	0.022	-0.013
Si	11.636	9.62	11.496	-0.011	-0.015	-0.014
Si	11.618	13.447	11.581	0.003	0.005	0.002
Si	13.505	1.909	13.007	-0.007	0.02	0.007
Si	13.539	5.725	12.89	-0.006	-0.009	-0.022
Si	13.535	9.659	12.895	0.004	-0.025	0.003
Si	13.519	-1.925	13.003	-0.006	-0.015	-0.017
Si	1.951	1.921	12.985	-0.003	-0.01	0.015
Si	1.96	5.7	12.954	0.014	-0.018	-0.018
Si	1.966	9.566	12.866	-0.004	0.018	0.002
Si	1.948	-1.971	12.964	-0.018	-0.005	0.002
Si	5.806	1.881	12.965	0.017	0.023	0.025
Si	5.792	5.681	12.879	0.004	0.016	-0.01
Si	5.834	9.629	12.831	-0.002	-0.012	0
Si	5.817	-1.95	12.955	0.012	-0.01	-0.004
Si	9.682	1.957	12.877	0	0.012	-0.011
Si	9.674	5.72	12.83	0.003	0.004	-0.015
Si	9.685	9.63	12.78	-0.013	-0.012	-0.017
Si	9.682	-1.943	12.914	0.004	-0.011	-0.005
Si	13.48	-0.009	14.413	0.022	-0.004	0.01
Si	13.516	3.863	14.35	0.008	0.001	-0.005
Si	13.597	7.69	14.155	0.024	-0.003	-0.023
Si	13.513	11.531	14.364	0.013	0.032	0.014
Si	1.917	-0.025	14.315	-0.01	0.006	-0.022
Si	1.935	3.823	14.418	-0.002	0	0.037
Si	1.962	7.659	14.245	0.016	0.009	0.003
Si	1.972	11.437	14.272	0.012	0.05	-0.032
Si	5.817	-0.04	14.35	-0.025	-0.039	0.005
Si	5.76	3.801	14.334	-0.004	0.008	0.006
Si	5.796	7.67	14.096	-0.03	-0.006	-0.06
Si	5.883	11.49	14.284	-0.045	0.012	-0.037
Si	9.698	0.038	14.199	0.023	-0.016	-0.025
Si	9.667	3.861	14.275	-0.007	0.002	0.008
Si	9.702	7.693	14.063	-0.003	0.003	-0.009
Si	9.696	11.477	14.224	0.02	0.02	-0.011
Si	15.424	0.062	15.767	0.002	0.028	0.004
Si	15.378	3.901	15.821	0.021	-0.012	-0.008
Si	15.435	7.68	15.627	-0.006	-0.006	-0.01
Si	15.479	11.446	15.694	-0.004	-0.004	-0.035
Si	3.826	-0.106	15.667	0.016	-0.004	-0.037
Si	3.864	3.738	15.8	0.016	-0.029	-0.037
Si	3.935	7.62	15.506	0.059	0.01	-0.037
Si	3.929	11.346	15.577	-0.048	0.012	-0.018
Si	7.838	0.001	15.6	-0.001	-0.043	-0.02
Si	7.728	3.853	15.621	-0.006	-0.01	-0.038
Si	7.751	7.709	15.323	-0.009	0.021	0.02
Si	7.826	11.53	15.647	-0.014	0.042	0.008
Si	11.491	0.033	15.726	0.007	0.005	0.014
Si	11.573	3.911	15.68	0.005	-0.014	-0.001
Si	11.64	7.73	15.365	-0.003	-0.012	0.081
Si	11.541	11.555	15.694	0.018	0.008	-0.012
Si	15.303	2.003	17.23	-0.007	0.014	0.042
Si	15.405	5.877	17.171	0.014	-0.009	0.099
Si	15.471	9.517	17.115	0.066	0.013	0.146
Si	15.595	-1.968	16.964	0.454	0.024	-0.389
Si	3.755	1.729	17.148	-0.04	0.033	0.025
Si	3.911	5.792	16.986	-0.044	-0.054	0.085
Si	3.987	9.444	16.987	-0.018	-0.01	0.092
Si	3.948	-2.138	16.882	-0.489	0.096	-0.23
Si	7.746	1.923	16.968	-0.043	0.038	0.025
Si	7.733	5.899	16.77	-0.082	-0.039	0.026
Si	7.808	9.499	16.822	-0.03	-0.011	0.074
Si	8.466	-1.907	16.859	0.247	-0.026	-0.535
Si	11.456	2.006	17.062	0.016	0.012	0.04
Si	11.607	5.955	16.861	-0.001	-0.005	-0.032
Si	11.631	9.515	16.866	0.085	-0.024	0.03
Si	10.905	-1.91	16.969	0.011	-0.012	-0.03
Si	13.918	-1.281	19.324	0.017	0.087	0.035
Si	13.387	6.527	18.321	-0.019	0.013	0.008
Si	13.462	8.965	18.281	0.024	-0.168	-0.587
Si	17.505	-2.275	18.317	0.054	0.069	-0.762
Si	17.217	2.005	18.608	0.011	-0.26	-0.832
Si	17.444	6.438	18.307	-0.132	0.125	-0.667
Si	17.469	8.835	18.254	-0.068	-0.136	-0.684
Si	13.686	10.665	23.746	-0.092	-0.152	-0.122
Si	5.821	1.544	18.229	-0.084	0.012	-0.734
Si	5.882	6.443	18.106	0.013	0.258	-0.686
Si	5.986	8.861	18.156	-0.118	-0.122	-0.638
Si	6.3	-1.517	18.809	0.06	0.12	-0.096
Si	13.265	1.735	18.515	0.163	0.314	-0.676
Si	9.63	6.534	17.964	-0.019	0.026	-0.067
Si	9.711	8.908	18.061	0.042	0.005	-0.057
Si	11.239	-2.284	19.288	0.017	0.121	-0.596
Si	17.802	0.181	23.247	-0.009	0.051	-0.056
Si	16.168	7.476	23.787	-0.052	0.033	-0.023
Si	17.99	11.302	25.882	0.011	0.08	-0.038
Si	16.56	10.604	23.175	-0.015	-0.137	-0.022
Si	2.454	10.866	20.306	-0.049	-0.141	-0.063
Si	7.604	0.568	22.49	0.027	0.038	0.016
Si	4.638	3.767	25.341	-0.12	-0.068	0.093
Si	9.553	2.212	18.454	-0.006	-0.049	-0.78
Si	5.187	12.106	21.164	0.009	0.014	-0.148
Si	11.486	-3.344	25.282	0.091	-0.099	0.075
Si	10.086	0.096	20.78	0.069	0.134	-0.082
Si	7.163	9.946	20.932	-0.053	-0.11	-0.283
Si	17.361	4.466	20.519	0.078	0.052	-0.069
Si	18.866	1.002	30.428	0.05	0.077	0.162
Si	12.549	6.144	20.529	0.236	0.149	-0.762
Si	16.76	0.199	26.137	0.05	-0.01	0.015
Si	5.19	-1.21	23.291	-0.007	0.015	-0.099
Si	14.96	5.125	22.175	-0.011	0.091	0.029
Si	12.192	2.122	21.362	0.028	0.057	-0.077
Si	9.225	10.223	25.96	-0.068	0.046	-0.075
Si	15.967	-2.471	27.631	0.073	0.001	0.101
Si	6.275	9.522	25.148	0.031	-0.003	0.055
Si	18.615	2.107	27.584	-0.065	0.007	-0.002
Si	7.954	-2.875	27.372	-0.062	0.018	0.004
Si	16.385	4.404	27.553	0.084	-0.063	0.04
Si	8.944	1.701	24.926	-0.071	0.095	-0.107
Si	10.677	3.719	23.253	0.027	-0.039	-0.054
Si	4.047	8.785	27.082	0.089	-0.003	-0.039
Si	10.05	-0.964	26.176	-0.051	-0.03	0.077
Si	7.519	3.984	26.223	0.048	-0.042	0.024
Si	9.64	5.19	19.795	-0.076	0.343	-0.562
Si	5.94	2.619	20.995	-0.031	0.043	-0.026
Si	14.043	8.369	25.796	0.006	0.021	-0.055
Si	12.455	9.177	21.188	0.049	0.101	-0.289
Si	13.045	-3.662	28.055	0.008	-0.021	-0.023
Si	10.99	7.634	26.234	-0.014	0.021	-0.03
Si	9.971	10.266	19.928	-0.079	-0.526	-0.441
Si	5.397	-3.039	25.65	0.061	-0.042	-0.016
Si	3.466	2.8	22.561	-0.06	0.083	-0.176
Si	13.449	3.266	23.79	0.036	0.018	-0.098
Si	7.019	7.72	22.968	-0.006	-0.009	-0.12
Si	18.149	6.247	25.771	-0.079	0.014	-0.049
Si	10.743	-0.151	29.063	-0.059	0.095	0.039
Si	13.963	8.765	28.738	-0.004	0.064	0.016
Si	6.761	5.5	20.999	0.11	0.035	-0.293
Si	14.496	2.331	26.494	0.014	0.048	0.083
Si	16.7	-0.434	20.468	-0.082	0.151	-0.111
Si	9.156	5.958	24.469	-0.072	-0.137	-0.064
Si	15.417	13.439	0.637	0.012	0.008	0.003
Si	15.401	1.909	0.638	0.011	-0.007	0
Si	15.407	5.738	0.646	0.018	0.008	0.002
Si	15.411	9.612	0.647	0.013	-0.007	-0.007
Si	3.917	13.45	0.656	-0.021	0	-0.001
Si	3.915	1.906	0.634	-0.019	-0.012	-0.008
Si	3.907	5.725	0.657	-0.016	0.018	-0.007
Si	3.925	9.604	0.662	-0.017	0	0.001
Si	7.727	13.45	0.658	0.012	0.002	0.006
Si	7.72	1.897	0.661	0.026	0.013	0.006
Si	7.722	5.729	0.674	0.031	-0.004	0.002
Si	7.733	9.583	0.667	0.022	-0.003	0.009
Si	11.628	13.464	0.676	-0.014	-0.006	0.015
Si	11.604	1.892	0.644	-0.035	0.007	-0.001
Si	11.615	5.732	0.694	-0.007	0.003	0.013
Si	11.615	9.61	0.657	-0.023	0.001	0.001
Si	1.97	13.445	1.988	0	0.001	-0.002
Si	1.967	1.902	1.975	0.001	-0.002	-0.01
Si	1.964	5.741	1.994	-0.003	-0.012	-0.01
Si	1.971	9.604	1.991	0.008	0	-0.002
Si	5.822	13.443	2.036	0.001	0.004	-0.001
Si	5.811	1.903	2.031	0.001	-0.002	0.001
Si	5.811	5.735	2.043	0.002	-0.007	0.007
Si	5.826	9.596	2.044	-0.004	0.003	0.004
Si	9.671	13.449	2.003	0.005	0.002	-0.009
Si	9.666	1.9	1.999	-0.005	0.008	-0.002
Si	9.663	5.739	2.02	0	-0.002	0.004
Si	9.675	9.598	2.008	-0.007	0.004	-0.003
Si	13.531	13.447	2.043	-0.007	0.006	0.007
Si	13.507	1.902	2.028	0.009	-0.002	0.006
Si	13.523	5.738	2.053	-0.006	-0.015	0.008
Si	13.516	9.602	2.039	0	0.001	0.003
Si	1.969	-0.017	3.349	-0.009	-0.003	0.001
Si	1.969	3.816	3.358	0.004	0.001	-0.008
Si	1.97	7.674	3.353	-0.007	0.004	-0.003
Si	1.975	11.524	3.362	-0.007	0.003	-0.002
Si	5.815	-0.019	3.388	-0.011	0.001	0.002
Si	5.818	3.816	3.401	0.01	-0.002	0.005
Si	5.816	7.666	3.394	-0.004	0.003	0.002
Si	5.824	11.522	3.398	0.002	-0.001	0.004
Si	9.665	-0.019	3.369	0.002	0.001	-0.004
Si	9.666	3.814	3.378	0.013	-0.005	0.006
Si	9.668	7.672	3.374	0.008	-0.003	-0.003
Si	9.668	11.525	3.373	-0.008	-0.001	0.004
Si	13.52	-0.015	3.39	0.011	-0.004	0.004
Si	13.515	3.814	3.4	0	0.002	0.005
Si	13.518	7.674	3.393	0	-0.003	-0.001
Si	13.517	11.523	3.398	-0.001	0.003	0.002
Si	15.449	-0.016	4.733	-0.007	0.008	-0.002
Si	15.448	3.814	4.742	-0.004	-0.015	0.002
Si	15.45	7.674	4.738	-0.001	0	0.001
Si	15.449	11.523	4.743	-0.001	0	0
Si	3.883	-0.021	4.729	0.01	-0.003	-0.006
Si	3.882	3.816	4.741	0.001	-0.005	-0.001
Si	3.882	7.671	4.738	0.002	-0.001	0.001
Si	3.889	11.522	4.742	0.003	0.004	-0.001
Si	7.745	-0.019	4.739	-0.005	0.005	-0.006
Si	7.748	3.815	4.751	-0.004	-0.001	-0.004
Si	7.747	7.672	4.746	-0.002	-0.003	-0.001
Si	7.752	11.524	4.752	-0.008	0.006	0
Si	11.587	-0.02	4.735	0.008	0.001	-0.006
Si	11.585	3.817	4.748	0.003	0.002	-0.001
Si	11.588	7.671	4.744	-0.002	-0.004	0.002
Si	11.586	11.524	4.748	0.006	0.004	0.001
Si	15.446	13.453	6.097	0.006	0.014	-0.006
Si	15.446	1.893	6.105	0.01	-0.011	0.001
Si	15.449	5.745	6.093	0	0.001	-0.003
Si	15.448	9.597	6.101	0.004	0.002	-0.002
Si	3.888	13.451	6.099	-0.014	0.015	-0.002
Si	3.886	1.891	6.102	-0.011	-0.009	0
Si	3.882	5.743	6.098	-0.003	0.001	-0.001
Si	3.889	9.595	6.102	-0.009	0.006	-0.001
Si	7.746	13.453	6.109	0.004	0.004	0.005
Si	7.743	1.893	6.114	0.007	-0.003	0.007
Si	7.747	5.744	6.105	0.009	-0.005	0.003
Si	7.746	9.596	6.111	0.003	0.004	0.003
Si	11.591	13.453	6.104	-0.005	0.007	0
Si	11.589	1.893	6.108	0	-0.004	0.001
Si	11.589	5.744	6.102	0.001	-0.01	0.001
Si	11.589	9.596	6.106	-0.001	-0.007	0
Si	1.972	13.459	7.47	-0.001	-0.01	-0.006
Si	1.972	1.884	7.475	0	0.005	-0.002
Si	1.97	5.739	7.475	-0.003	-0.006	0.005
Si	1.974	9.598	7.475	-0.004	0.002	0.009
Si	5.812	13.458	7.461	-0.009	-0.003	-0.003
Si	5.809	1.887	7.465	-0.004	0.005	-0.003
Si	5.81	5.739	7.452	-0.002	0	-0.001
Si	5.813	9.597	7.464	-0.008	-0.005	0.005
Si	9.672	13.46	7.47	0.004	0.001	0.005
Si	9.669	1.889	7.474	0.006	0.003	0
Si	9.67	5.742	7.468	0.004	0.004	0.005
Si	9.67	9.599	7.475	-0.003	-0.002	0.006
Si	13.522	13.46	7.456	0.007	-0.006	-0.004
Si	13.52	1.889	7.461	0.01	0.007	-0.002
Si	13.524	5.743	7.448	0.001	-0.003	0
Si	13.522	9.597	7.458	0.002	0.003	0.005
Si	1.968	-0.024	8.861	-0.004	0.004	-0.004
Si	1.968	3.804	8.829	-0.002	-0.019	0
Si	1.971	7.668	8.832	0.003	0.008	0.012
Si	1.971	11.537	8.821	-0.004	0.03	-0.002
Si	5.808	-0.022	8.853	0	0.01	0.001
Si	5.801	3.813	8.814	0.007	0.005	-0.005
Si	5.808	7.66	8.814	0.005	-0.005	-0.001
Si	5.809	11.534	8.814	0.005	0.01	0.004
Si	9.673	-0.018	8.858	0.003	-0.002	0.004
Si	9.671	3.813	8.826	0.001	-0.01	0.002
Si	9.674	7.666	8.828	0	-0.012	0.006
Si	9.677	11.538	8.823	0.001	0.002	0.007
Si	13.522	-0.02	8.845	-0.001	0.002	-0.002
Si	13.531	3.817	8.805	-0.008	-0.003	-0.008
Si	13.528	7.663	8.809	-0.002	-0.01	-0.003
Si	13.527	11.535	8.804	0	-0.005	-0.003
Si	15.432	-0.02	10.234	0.015	-0.005	0.002
Si	15.435	3.795	10.192	0.021	0.001	-0.001
Si	15.435	7.659	10.195	-0.001	0.004	0.01
Si	15.436	11.543	10.18	0.011	0.002	-0.012
Si	3.886	-0.021	10.233	-0.017	-0.01	0.004
Si	3.885	3.799	10.192	-0.015	0.001	0.003
Si	3.893	7.656	10.193	-0.01	0.006	0.009
Si	3.888	11.543	10.183	-0.037	-0.003	-0.002
Si	7.737	-0.017	10.213	0.009	-0.003	0.004
Si	7.728	3.802	10.162	0.007	0.005	-0.002
Si	7.734	7.651	10.166	0.003	0.002	0
Si	7.738	11.549	10.16	-0.002	-0.004	-0.003
Si	11.607	-0.013	10.219	0.001	0.004	0.001
Si	11.616	3.816	10.161	0.006	0.005	-0.006
Si	11.614	7.669	10.173	-0.01	-0.001	0.001
Si	11.616	11.551	10.169	0.005	0.001	-0.009
O	17.599	8.345	30.512	0.085	-0.136	0.168
O	16.732	-2.236	31.767	0.251	0.174	-0.37
O	18.8	-3.031	30.443	0.206	-0.472	-0.331
O	17.257	0.878	30.52	-0.001	-0.567	-0.108
O	5.626	4.434	29.904	0.077	-0.012	0.063
O	16.298	5.508	31.638	0.144	0.489	-0.17
O	6.86	9.149	32.474	0.005	0.099	-0.406
O	4.707	8.535	31.23	0.086	-0.274	-0.402
O	4.049	1.812	31.725	-0.078	0.382	-0.099
O	6.516	1.696	32.666	-0.099	0.124	-0.125
O	4.308	5.492	31.974	-0.578	0.101	0.133
O	6.762	5.427	32.773	0.081	0.167	-0.208
O	10.581	8.791	29.665	-0.267	0.054	-0.555
O	10.378	-1.411	30.017	-0.507	0.175	0.005
O	8.109	-2.235	31.571	0.236	-0.026	-0.265
O	8.86	1.478	31.684	0.517	0.009	-0.245
O	12.177	0.443	29.475	0.249	-0.383	0.293
O	10.535	3.699	30.655	-0.288	-0.337	-0.132
O	12.122	9.503	31.696	0.103	-0.106	-0.45
O	11.814	-2.368	31.88	-0.405	0.182	0.038
O	14.276	-2.225	32.633	-0.063	0.208	-0.647
O	12.202	2.09	31.984	-0.188	-0.413	-0.148
O	12.697	4.738	31.708	0.163	0.333	-0.313
O	4.538	-5.077	33.136	-0.421	0.085	-0.201
O	16.82	1.084	19.912	-0.261	0.234	0.338
O	5.421	-2.152	17.618	0.059	-0.154	-0.283
O	7.843	-1.788	18.393	0.19	-0.253	0.494
O	8.18	7.05	23.839	0.187	0.174	-0.015
O	12.101	4.164	23.875	0.118	0.661	0.493
O	8.726	11.095	27.231	0.2	-0.137	0.355
O	6.227	3.96	25.269	0.105	0.097	-0.2
O	16.94	5.473	26.499	-0.176	0.254	-0.009
O	16.186	5.17	28.97	-0.381	0.696	-0.131
O	5.889	-2.304	30.137	-0.078	-0.403	-0.366
O	4.031	6.569	29.632	-0.157	-0.1	-0.438
O	8.097	-2.415	28.9	0.482	-0.07	-0.112
O	3.869	1.725	29.027	0.269	0.304	-0.01
O	10.166	9.004	26.384	0.065	0.091	0.353
O	10.839	6.944	27.679	-0.087	-0.572	-0.143
O	10.062	2.525	24.128	0.132	-0.258	0.206
O	13.276	2.199	22.566	0.278	-0.404	0.095
O	12.401	-2.845	29.289	0.418	0.405	0.039
O	12.59	-3.606	24.133	-0.006	0.326	-0.178
O	14.659	0.993	30.048	-0.066	-0.387	0.044
O	12.907	2.992	29.688	0.106	0.47	-0.434
O	15.204	-1.038	20.273	-0.036	-0.218	0.336
O	12.724	-2.149	19.974	-0.108	-0.203	0.418
O	14.739	4.206	23.495	0.383	0.091	0.387
O	13.273	9.568	19.826	0.261	0.517	0.087
O	17.567	3.454	19.272	0.325	0.03	-0.135
O	14.307	-2.102	17.991	-0.24	-0.262	-0.259
O	11.072	5.462	20.522	-0.084	-0.038	0.17
O	4.629	-2.448	22.416	-0.733	0.019	0.104
O	17.622	5.932	19.88	0.416	0.161	0.501
O	13.987	9.821	25.095	0.094	0.086	0.48
O	12.413	7.573	21.283	0.144	-0.092	0.317
O	5.983	0.067	18.947	0.073	0.019	0.065
O	6.012	5.837	19.618	-0.436	0.05	0.275
O	6.298	6.575	22.105	-0.681	0.038	0.245
O	6.287	9.348	19.704	-0.319	0.036	0.312
O	13.255	10.211	28.579	-0.057	-0.045	0.341
O	9.531	3.668	19.203	-0.105	0.059	-0.086
O	13.505	5.274	21.497	-0.177	-0.318	0.159
O	11.048	-1.794	25.217	0.256	0.329	-0.5
O	18.301	4.296	30.243	0.013	-0.347	0.07
O	8.504	10.704	20.45	-0.177	0.418	0.096
O	6.484	-0.579	22.576	0.25	-0.275	-0.053
O	10.252	-1.387	20.197	-0.46	-0.287	0.296
O	14.997	7.433	24.903	-0.162	-0.375	0.352
O	17.688	9.328	19.822	0.155	-0.276	0.372
O	3.833	-3.043	26.069	-0.063	0.419	0.33
O	15.849	4.366	21.063	-0.39	-0.396	-0.147
O	5.555	8.968	26.496	0.234	0.008	0.446
O	4.311	2.803	26.605	0.581	0.064	0.083
O	4.54	2.076	21.588	-0.197	-0.613	-0.07
O	17.538	11.16	24.335	0.387	0.13	-0.157
O	5.844	2.69	19.391	0.097	0.449	-0.167
O	5.671	10.984	24.813	-0.22	-0.049	-0.483
O	17.152	11.036	21.741	0.038	0.156	0.039
O	5.976	8.478	23.945	-0.499	-0.149	-0.04
O	16.408	8.986	23.255	0.181	-0.193	0.012
O	10.461	-4.116	30.532	-0.701	0.132	-0.337
O	8.464	5.174	25.694	0.188	0.203	0.448
O	7.746	1.258	23.939	-0.366	0.114	0.23
O	17.405	3.161	27.768	-0.184	-0.12	0.074
O	10.434	6.713	25.058	0.412	0.022	-0.309
O	8.315	2.58	26.123	-0.028	-0.284	0.54
O	3.986	11.366	20.386	0.215	0.045	-0.087
O	9.647	4.951	23.299	0.038	0.2	-0.618
O	10.734	11.575	19.365	0.262	-0.168	-0.329
O	9.589	0.973	29.219	0.201	0.147	-0.456
O	5.653	-1.736	24.742	0.305	0.205	0.415
O	18.449	9.86	26.407	-0.405	-0.222	0.093
O	9.685	0.42	25.496	0.085	0.064	-0.187
O	12.536	7.841	25.872	-0.009	-0.211	-0.011
O	8.372	5.459	20.784	0.065	-0.015	0.283
O	15.11	8.796	29.856	-0.066	-0.184	-0.091
O	15.744	1.431	26.057	-0.046	0.282	-0.072
O	16.095	-1.034	26.92	-0.342	0.127	0.201
O	18.084	0.734	26.902	0.352	-0.394	-0.007
O	17.084	-0.247	24.619	-0.162	-0.366	-0.149
O	14.634	8.42	27.3	0.622	0.024	-0.035
O	9.538	1.061	19.604	-0.195	-0.07	0.108
O	10.721	6.221	30.095	0.316	-0.128	-0.072
O	16.668	-4.569	30.472	-0.052	0.046	-0.265
O	9.489	9.301	31.997	0.177	-0.034	-0.061
O	14.996	3.779	27.019	-0.534	0.368	0.235
O	7.152	1.658	21.402	0.185	0.035	-0.365
O	15.101	11.303	23.302	0.051	0.454	-0.27
O	6.23	11.002	21.704	0.111	0.144	0.825
O	4.077	-0.484	30.503	0.149	0.007	-0.121
O	2.935	4.116	21.774	0.102	0.376	0.364
O	13.585	2.505	25.188	-0.531	-0.068	0.221
O	6.401	-2.994	26.919	-0.166	0.097	0.492
O	4.172	3.131	23.951	0.325	-0.029	0.207
O	12.071	-3.684	26.762	-0.351	-0.385	0.186
O	8.683	-1.788	26.426	-0.492	0.337	-0.359
O	2.38	-1.231	19.552	0.658	0.213	-0.138
O	10.826	-0.672	27.55	0.64	0.01	-0.016
O	14.429	-2.934	27.68	-0.003	0.224	-0.238
O	4.065	8.974	28.687	0.16	0.724	0.105
O	10.969	3.13	21.763	-0.505	0.177	-0.184
O	16.583	-2.346	29.121	0.213	0.186	0.075
O	8.304	4.927	29.897	-0.041	0.498	0.046
O	15.679	6.521	22.568	-0.089	0.176	-0.077
O	16.758	-3.58	26.774	-0.294	-0.399	-0.049
O	12.91	2.501	19.942	0.089	0.341	0.14
O	11.532	0.645	21.276	0.446	-0.341	0.241
O	13.664	1.57	27.639	-0.041	-0.51	-0.178
O	12.868	7.651	29.18	0.163	-0.462	0.316
O	13.146	9.755	22.52	0.294	0.064	0.019
O	3.927	5.198	25.446	0.362	0.401	0.12
O	13.307	0.149	18.898	-0.131	-0.115	0.089
O	15.953	3.166	30.582	-0.355	0.036	0.044
O	7.397	-0.134	30.132	-0.372	0.221	-0.002
O	3.426	7.346	26.732	-0.107	-0.235	0.327
O	9.389	5.546	32.172	0.353	0.265	0.093
O	3.986	-0.151	23.407	0.165	0.267	0.1
O	17.546	6.918	24.426	0.509	0.024	-0.377
O	10.152	11.15	25.003	-0.243	0.104	-0.354
O	17.1	-0.591	22.013	0.011	-0.34	0.162
O	7.407	2.46	29.679	-0.152	-0.248	-0.289
O	7.886	9.655	25.256	0.094	-0.135	-0.16
O	17.147	11.706	19.096	-0.63	-0.308	-0.093
O	9.032	0.005	21.997	0.049	-0.162	0.225
O	10.917	9.692	21.116	-0.129	-0.078	0.487
O	7.057	4.232	27.737	-0.387	0.328	-0.111
O	6.238	4.089	21.562	-0.285	0.117	0.388
O	7.65	8.784	21.931	0.386	-0.107	0.044
O	17.66	1.764	22.906	-0.48	0.195	0.278
O	5.959	-2.273	20.173	0.229	0.255	0.065

Results
total energy: -105578.688 eV
total energy less fixed offsets of O -438.35, Si -107.03 eV per atom: -0.798 eV
